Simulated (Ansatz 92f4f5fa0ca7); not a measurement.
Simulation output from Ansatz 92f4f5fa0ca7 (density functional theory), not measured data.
Periodic cell of 210 atoms, Si128O78B4, from a study of silicon, its oxide and their interface. The atomic structure is a simulated model.
Doubt: the cutoff is far below the 930 eV that the study's wrapper takes by default for these files, so forces and energies are approximate.

Settings: functional PBE; potential files Ansatz PAW; basis plane waves; wave-function cutoff 580 eV; density cutoff ratio 5; exchange-correlation grid ratio 1; k mesh 1 x 1 x 1, Gamma-centred; self-consistency stop 5e-08 eV per atom in the density residual; occupations fixed; spin none; net charge 0.

Cell vectors (angstrom)
a 10.938 0 0
b 0 10.938 0
c 0 0 31.1295

Atoms and the computed forces on them: element, x, y, z (angstrom), force x, y, z (eV/angstrom)
Si 10.436 0.5426 23.702 -0.0466 0.0768 -0.0747
Si 6.0247 10.2854 23.843 0.3251 -0.0512 -0.0369
Si 2.335 3.1654 23.7185 -0.2829 0.0792 -0.0301
Si 8.6103 2.3907 23.7521 0.0228 -0.1031 -0.0729
Si 0.7274 5.0595 23.7966 0.0386 -0.2746 -0.148
B 4.7406 6.1801 24.5333 0.3734 -0.4335 0.0176
B 3.5585 7.4308 24.5534 -0.5392 0.3898 0.0591
Si 7.7197 8.4607 23.7744 -0.1028 0.3612 -0.1361
Si 1.3237 1.4177 24.9859 0.0222 -0.0078 0.0611
Si 6.8946 1.2871 24.9898 -0.0308 -0.0549 0.0448
Si 4.1343 4.2281 24.9015 0.4594 -0.038 -0.2484
Si 9.6965 4.1324 24.9391 0.0954 0.1133 0.0714
Si 1.6502 6.8392 25.0492 0.0388 0.4413 -0.2793
Si 6.651 6.7791 25.0239 -0.0732 -0.5227 -0.1292
Si 4.1151 9.3625 24.9501 -0.3218 0.1602 -0.4089
Si 9.5475 9.5654 24.8927 -0.0338 -0.0997 0.0873
Si 2.749 -0.0508 26.2572 0.0432 0.0628 0.0655
Si 8.2508 -0.0392 26.3895 -0.015 0.0136 -0.015
Si 0.0007 2.75 26.4045 0.0069 -0.0054 0.0128
Si 5.4769 2.7491 26.2649 -0.0564 -0.0703 0.0099
Si 2.7931 5.385 26.4365 0.1323 0.1976 0.347
Si 8.1988 5.4598 26.2766 0.063 0.0202 0.0845
Si 0.0583 8.1882 26.2578 -0.0562 -0.0415 0.0834
Si 5.4835 8.2073 26.4382 -0.1189 -0.2029 0.3427
Si 4.1018 1.3673 27.7112 -0.0237 -0.0363 -0.7122
Si 9.5708 1.3673 27.7112 0.0766 -0.027 0.4308
Si 1.3673 4.1018 27.7112 -0.1399 -0.2908 0.8504
Si 6.8362 4.1018 27.7112 0.1255 -0.1098 -0.4404
Si 4.1018 6.8362 27.7112 0.1328 -0.1828 0.8236
Si 9.5708 6.8362 27.7112 0.0612 0.0829 -0.6677
Si 1.3673 9.5708 27.7112 -0.0048 0.0279 -0.4519
Si 6.8362 9.5708 27.7112 0.3248 0.2937 0.7079
Si 0 0 29.0785 0.0147 0.0791 0.0019
Si 5.469 0 29.0785 0.0473 0.0105 -0.0242
Si 2.7345 2.7345 29.0785 -0.0867 0.018 0.0066
Si 8.2035 2.7345 29.0785 -0.0357 -0.0853 -0.0106
Si 0 5.469 29.0785 0.0683 0.0277 -0.0307
Si 5.469 5.469 29.0785 -0.0446 0.1368 0.0446
Si 2.7345 8.2035 29.0785 -0.0283 -0.0933 -0.0061
Si 8.2035 8.2035 29.0785 -0.0332 0.004 -0.0098
Si 1.3673 1.3673 30.4457 0.0359 -0.0374 -0.0174
Si 6.8362 1.3673 30.4457 -0.0119 0.0215 0.0031
Si 4.1018 4.1018 30.4457 0.0518 -0.0756 -0.0452
Si 9.5708 4.1018 30.4457 0.005 0.0098 -0.0182
Si 1.3673 6.8362 30.4457 -0.0398 0.0412 0.0045
Si 6.8362 6.8362 30.4457 0.1044 -0.0448 -0.0173
Si 4.1018 9.5708 30.4457 -0.003 0.0204 -0.0105
Si 9.5708 9.5708 30.4457 0.0021 -0.0058 -0.0486
Si 2.7345 0 0.6835 -0.0471 0.0218 0.0264
Si 8.2035 0 0.6835 0.0384 -0.034 0.0033
Si 0 2.7345 0.6835 0.0392 -0.0334 0.005
Si 5.469 2.7345 0.6835 -0.0879 0.0585 0.0358
Si 2.7345 5.469 0.6835 0.0176 -0.0239 0.0074
Si 8.2035 5.469 0.6835 -0.0635 0.078 0.033
Si 0 8.2035 0.6835 -0.0301 0.004 0.0379
Si 5.469 8.2035 0.6835 -0.0172 -0.0389 0.0062
Si 4.1018 1.3673 2.0507 0.0564 -0.0429 0.0402
Si 9.5708 1.3673 2.0507 -0.0717 -0.0179 -0.0254
Si 1.3673 4.1018 2.0507 -0.0462 0.0194 -0.0203
Si 6.8362 4.1018 2.0507 0.1256 -0.0584 -0.0075
Si 4.1018 6.8362 2.0507 -0.0464 0.0453 -0.0176
Si 9.5708 6.8362 2.0507 0.0448 -0.0285 0.0424
Si 1.3673 9.5708 2.0507 0.0527 -0.017 0.0299
Si 6.8362 9.5708 2.0507 -0.0117 0.0075 0.0141
Si 0 0 3.418 -0.106 0.0849 0.286
Si 5.469 0 3.418 -0.2788 -0.1692 -0.6409
Si 2.7345 2.7345 3.418 -0.0446 0.136 0.7855
Si 8.2035 2.7345 3.418 -0.1055 0.0733 -0.6513
Si 0 5.469 3.418 0.2382 0.0332 -0.7627
Si 5.469 5.469 3.418 -0.1512 0.1288 0.5652
Si 2.7345 8.2035 3.418 0.2234 -0.0203 -0.5215
Si 8.2035 8.2035 3.418 -0.2404 0.0187 0.6747
Si 1.2879 1.4065 4.8494 0.0857 0.0775 -0.0278
Si 6.7746 1.4058 4.7213 0.1989 0.1579 -0.2569
Si 4.1292 4.1157 4.8971 -0.0364 -0.0565 0.0103
Si 9.5659 4.1201 4.7083 -0.1254 -0.088 -0.3689
Si 1.3876 6.8152 4.701 0.0186 -0.0075 0.0272
Si 6.8018 6.8318 4.8891 0.0518 0.0893 -0.0732
Si 4.1001 9.5754 4.7401 0.0037 0.0091 0.0264
Si 9.5145 9.6479 4.833 -0.027 -0.0569 -0.0566
Si 2.7109 -0.023 6.1071 0.0221 0.0374 -0.0657
Si 8.1939 0.2537 6.1656 0.5039 -0.0848 0.1545
Si -0.2142 2.7458 6.2021 0.1219 -0.4267 0.2329
Si 5.598 2.7392 6.2565 -0.1223 0.5247 0.2448
Si 2.6797 5.534 6.2313 0.0069 -0.0401 -0.0721
Si 8.1176 5.258 6.1433 -0.4693 -0.0645 0.1407
Si -0.0399 8.123 6.0137 -0.1237 -0.0355 -0.0824
Si 5.4432 8.3273 6.2641 0.1058 0.0307 -0.0627
Si 4.4986 0.8992 7.3655 0.0893 -0.2927 -0.0923
B 8.8012 2.1543 6.6382 0.3559 -0.3576 -0.0966
Si 0.764 4.5926 7.3476 -0.1516 0.3176 -0.0306
B 7.5501 3.343 6.6571 -0.4941 0.3107 -0.0947
Si 3.5521 7.4358 7.4507 -0.093 0.0165 0.031
Si 9.963 6.2815 7.2 0.3969 -0.0959 0.0603
Si 1.6744 9.1179 7.282 0.0653 -0.0564 0.0693
Si 6.3641 10.3051 7.3824 -0.3909 0.099 0.0329
O 3.9739 0.8265 8.9521 -0.0155 0.0565 0.0685
O 6.6125 10.4152 9.0419 0.0608 -0.0699 0.0681
O 0.8457 9.6443 8.6357 -0.0315 0.0342 0.1669
O 3.9584 7.0835 9.0242 0.0233 0.0098 0.1126
O 9.7796 6.6924 8.7903 -0.0597 0.0236 0.0177
O 0.9711 4.5036 8.9975 0.0418 -0.0589 0.0431
O 7.9488 3.146 22.3721 -0.017 0.0342 -0.0757
O 0.1472 11.0959 22.2204 0.0161 -0.0334 -0.0931
O 0.5736 5.6804 22.2495 -0.03 0.0573 0.0441
O 2.5948 2.5298 22.1835 0.0544 0.0055 -0.0042
O 5.8714 -0.1785 22.2695 -0.0867 -0.0085 -0.0005
O 8.0727 7.8374 22.2568 0.0197 -0.0363 0.0492
Si 10.9874 9.2009 13.9361 0.0104 0.0021 -0.0235
Si 5.8855 8.1213 16.3586 -0.0083 -0.0132 0.013
Si 9.1578 0.9436 19.0989 0.0131 0.0158 0.0398
Si 3.2343 7.0957 17.5155 -0.0174 0.0036 0.0207
Si 2.2743 4.5476 18.9306 0.0007 0.0057 0.0065
Si 0.7137 2.411 14.5157 0.0126 0.0008 -0.0119
Si 7.1581 5.7635 11.5587 0.0091 -0.0001 0.0111
Si 8.6441 3.1548 20.8925 0 0.034 0.042
Si 5.5067 3.344 11.9777 -0.0205 -0.0203 -0.0362
Si 1.2395 3.6766 10.3638 0.0131 -0.0141 0.0038
Si 2.4542 0.7358 18.2617 0.0018 0.0049 0.0146
Si 2.9349 9.353 19.6927 0.0216 0.0117 -0.0235
Si 5.9734 3.5559 16.1053 0.003 0.005 0.0075
Si 3.1251 2.2735 20.6696 0.0399 0.0325 -0.0251
Si 7.2825 5.9536 14.5945 -0.006 0.0045 -0.023
Si 6.1767 1.222 14.2622 -0.0052 0.0123 -0.022
Si 9.9774 4.792 15.5927 0.0042 0.0076 0.0106
Si 8.3665 3.6374 18.0254 0.0038 0.008 0.0389
Si 10.7212 1.4913 11.6785 0.0078 0.0193 0.0009
Si 4.0028 9.9975 14.6204 -0.0103 0.0055 -0.0057
Si 3.603 1.5541 10.354 0.019 0.0067 -0.0032
Si 6.8107 9.3853 10.2822 -0.0121 -0.0061 -0.0189
Si 5.1117 -0.2096 20.8478 -0.049 -0.0066 -0.0281
Si 0.5502 9.5998 10.2248 0.0262 -0.036 -0.0961
Si 2.4698 10.0764 12.1774 -0.0005 0.0086 -0.0377
Si 8.9017 7.8729 20.8473 0.0015 -0.0349 0.0184
Si 7.2623 9.5494 18.8255 -0.0154 0.0078 0.0314
Si 8.435 10.6739 12.7883 0.006 0.0032 -0.0228
Si 3.0542 5.3904 12.3524 0.0032 0.011 -0.0236
Si 10.7752 5.2805 20.8559 -0.0008 0.0023 0.0144
Si 9.1776 7.4382 10.0774 -0.0143 0.0014 -0.0058
Si 1.4775 6.621 14.8586 0.0044 -0.0049 0.0119
Si 4.7128 7.2211 10.4576 -0.0057 0.0182 -0.0507
Si 2.9032 3.0546 16.466 -0.0106 0.0254 0.0209
Si 1.1545 10.6616 15.996 0.015 -0.0012 -0.0011
Si 0.089 10.2945 20.8063 0.0084 0.0301 0.0583
O 7.8445 8.2788 9.6773 0.0206 -0.0038 0.0069
O 10.0057 9.0503 20.9619 -0.0154 -0.0263 -0.009
O 8.1132 4.0448 19.6086 -0.0102 0 -0.0393
O 4.8113 7.2341 17.178 0.0097 0.0004 0.0053
O 11.0188 9.527 15.5454 -0.0079 -0.0057 0.0089
O 9.3623 4.5722 17.1061 0.0045 -0.0013 -0.0157
O 3.2028 1.5787 17.0913 0.004 -0.0026 -0.0206
O 4.0719 9.4276 20.8727 0.0017 -0.0092 0.0441
O 0.7424 1.9747 12.9414 0.0013 0.0046 0.0186
O 8.5014 1.5802 20.4637 -0.0046 -0.0028 -0.0257
O 3.2804 3.7508 19.9641 -0.0091 -0.0089 -0.0123
O 0.929 5.136 19.6447 0.0227 0.0195 0.0015
O 3.1345 0.5051 11.5397 -0.0067 -0.0156 0.0173
O 2.3681 7.2279 16.1168 -0.004 0.0055 -0.018
O 6.0225 2.2928 13.0767 0.0184 -0.0196 0.0231
O 8.4262 10.6072 18.4385 0.0006 -0.009 -0.0216
O 6.649 9.0721 17.4113 0.0069 0.0086 -0.009
O 5.0628 8.9756 15.2615 0.0039 0.0003 -0.0121
O 6.1992 10.4246 19.6862 0.009 -0.02 -0.0095
O 3.6522 6.7241 11.6007 -0.0177 -0.0211 0.041
O 0.6327 7.6701 13.8959 -0.0019 0.0007 -0.0012
O 10.3161 8.5087 10.622 -0.0289 -0.0051 0.0101
O 10.3921 3.399 14.8378 0.0003 -0.0103 -0.0054
O 4.7463 0.4765 14.404 -0.0061 -0.0097 0.0009
O 1.9614 9.1375 10.9422 0.0015 0.0013 0.0245
O 9.4839 9.5168 13.3433 0.0059 -0.0026 0.007
O 2.6647 10.2365 15.5172 -0.0042 -0.0007 -0.0017
O 4.4503 1.3045 20.6948 -0.0131 -0.0042 0.0314
O 6.0285 6.2582 10.4903 0.011 -0.0142 0.008
O 2.0605 1.55 19.6312 -0.0035 -0.0185 -0.0134
O 3.5064 10.5196 18.6872 0.0024 0.0073 -0.0163
O 4.9146 2.4439 10.7526 0.0004 0.0034 0.0364
O 0.5169 1.0838 15.4005 -0.0017 0.0013 0.0049
O 2.3661 2.5517 10.0604 -0.0056 0.0018 -0.0178
O 4.3013 4.3261 12.5172 -0.0098 0.0177 0.0101
O 6.372 4.6666 14.9879 -0.0009 -0.005 0.0026
O 2.7239 8.0987 18.701 0.0101 -0.0097 -0.0098
O 8.86 5.5585 14.6861 0.0004 -0.0006 -0.0005
O 5.3449 8.7319 10.6777 0.0172 0.0024 0.0229
O 6.8867 4.1487 11.5767 0.0108 -0.0005 -0.0023
O 6.9183 6.3792 13.0609 -0.0035 0.0019 0.0115
O 0.2183 0.2012 10.7307 -0.0224 0.0413 0.006
O 6.8434 3.7622 17.4604 -0.0091 0.0028 -0.0072
O 1.1822 -0.0516 17.6032 -0.0083 -0.0005 -0.003
O 10.1543 3.774 21.0963 0.0033 0.0014 -0.0219
O 6.4064 2.0548 15.638 0.0024 -0.0081 -0.0003
O 9.2527 1.0659 12.2646 -0.0313 -0.0066 -0.0039
O 7.8574 8.2523 19.6391 -0.0157 -0.0086 -0.0056
O 1.8727 3.6987 17.5769 0.0016 -0.0155 -0.0216
O 1.8104 4.7095 11.5113 0.0014 -0.0012 0.0071
O 4.3664 3.7522 16.3294 -0.0001 -0.0045 -0.0061
O 2.1586 3.0458 15.0029 0.0038 0.0012 0.0024
O 1.5342 9.6641 20.4362 0.0108 -0.0185 -0.0064
O 7.4916 10.0826 11.5899 0.0235 0.0307 0.0146
O 10.5822 0.3869 19.6329 -0.0095 0.0058 -0.0369
O 3.5767 9.3995 13.1558 0.0127 -0.0131 0.0053
O 10.7911 2.8576 10.759 -0.0083 -0.0179 0.0055
O 9.6492 6.4379 20.5341 -0.0094 0.0124 0.0035
O 6.9784 7.1973 15.5933 0.0033 0.0054 0.0056
O 1.1033 10.1926 13.1311 -0.0079 -0.0073 0.0207
O 7.4297 0.2062 13.9918 -0.004 0.0024 0.0021
O 0.3884 5.6939 15.6385 0.0016 -0.003 -0.0088
O 9.1156 2.1634 18.0024 0.0011 -0.0068 -0.0204
O 2.4763 5.8263 13.8265 -0.0039 -0.0019 0.0052
O 8.6648 6.2623 11.1167 0.0043 -0.0216 0.0199
O 3.1911 5.6973 18.2974 0.0096 -0.0134 0.0057

Results
free energy: -126347.855 eV
free energy less fixed offsets of B -154.04, O -568.88, Si -635.61 eV per atom: -0.975 eV

The program warned: the cutoff lies below the one the program advises for these potential files; the exchange-correlation potential is rough where the density is thin.
